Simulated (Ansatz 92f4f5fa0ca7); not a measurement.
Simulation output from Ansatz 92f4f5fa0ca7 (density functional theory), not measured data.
Periodic cell of 184 atoms, Si120O64, from a study of silicon, its oxide and their interface. The atomic structure is a simulated model.
This geometry differs little from another in the collection (a relaxation step or a small displacement).

Settings
functional: r2SCAN
potential files: Ansatz PAW
basis: plane waves
wave-function cutoff: 800 eV
density cutoff ratio: 5
exchange-correlation grid ratio: 1
k mesh: 1 x 1 x 1, shifted by 0.5 0.5 0 of a step
self-consistency stop: 1e-10 eV per atom in the density residual
occupations: fixed
spin: none
net charge: 0

Cell vectors (angstrom)
a	10.88	0	0
b	0	10.88	0
c	0	0	26.5855

Atoms: element, x, y, z (angstrom)
Si	-0.1585	0.3484	0.0282
Si	2.5197	2.8412	0.1586
Si	0.4588	5.1314	0.1252
Si	2.968	7.7406	0.0806
Si	5.6966	-0.3618	-0.1223
Si	8.4698	2.5265	-0.0396
Si	5.3044	5.6621	-0.1504
Si	8.0464	8.4055	-0.3558
Si	1.349	1.3643	1.4806
Si	4.1867	4.0678	1.2433
Si	1.5238	6.6445	1.5314
Si	4.112	9.4417	1.227
Si	6.8432	1.2924	1.1569
Si	9.6046	4.0677	1.2946
Si	6.9176	6.8247	1.0904
Si	9.5914	9.4814	1.1187
Si	0.0035	2.7385	2.7768
Si	2.7736	-0.0703	2.6337
Si	0.0394	8.1292	2.5778
Si	2.8798	5.307	2.8023
Si	5.5127	2.6594	2.5559
Si	8.2081	-0.0595	2.554
Si	5.5199	8.1061	2.5711
Si	8.1997	5.4577	2.5468
Si	1.4113	4.0396	4.1031
Si	4.1244	1.3394	3.9536
Si	1.3836	9.4739	3.9735
Si	4.1943	6.7793	4.0178
Si	6.8454	4.0598	3.9165
Si	9.5011	1.3108	3.9956
Si	6.834	9.4977	3.9374
Si	9.5423	6.7982	3.952
Si	0.0129	-0.035	5.3262
Si	2.7622	2.6559	5.3863
Si	0.0177	5.4493	5.3553
Si	2.7573	8.1243	5.3326
Si	5.4745	-0.0202	5.3101
Si	8.1607	2.7014	5.3312
Si	5.5097	5.4028	5.3417
Si	8.1721	8.149	5.3199
Si	1.3486	1.3226	6.7012
Si	4.0977	4.0898	6.6944
Si	1.3771	6.7978	6.7135
Si	4.0887	9.5261	6.6753
Si	6.792	1.3533	6.696
Si	9.5223	4.071	6.6905
Si	6.8245	6.7892	6.6942
Si	9.5164	9.5106	6.691
Si	-0.0035	2.7072	8.0532
Si	2.6974	-0.024	8.0421
Si	-0.0176	8.1459	8.0444
Si	2.7214	5.4314	8.0822
Si	5.4297	2.7293	8.0346
Si	8.1652	0.0054	8.0635
Si	5.4339	8.1551	8.0311
Si	8.161	5.4351	8.0514
Si	1.3407	4.0592	9.4339
Si	4.0073	1.4164	9.3508
Si	1.3081	9.5202	9.3935
Si	4.0502	6.8525	9.4278
Si	6.7722	4.0951	9.394
Si	9.4987	1.3936	9.4455
Si	6.798	9.4996	9.3975
Si	9.517	6.779	9.4135
Si	-0.0118	0.0099	10.7766
Si	2.6759	2.7109	10.8293
Si	-0.0424	5.3998	10.7866
Si	2.6188	8.1863	10.7879
Si	5.3795	0.0544	10.6095
Si	8.1325	2.7942	10.7961
Si	5.4144	5.4654	10.7402
Si	8.1667	8.1312	10.7833
Si	1.3039	1.3334	12.2186
Si	4.0063	4.1797	12.1134
Si	1.254	6.7734	12.1533
Si	3.9663	9.7051	11.9757
Si	6.6706	1.4108	11.9827
Si	9.4916	4.1123	12.2503
Si	6.8157	6.7375	12.1257
Si	9.509	9.5372	12.127
Si	-0.1141	2.6292	13.6053
Si	2.7328	0.0531	13.6226
Si	-0.0435	8.1557	13.5577
Si	2.576	5.4275	13.5636
Si	5.3963	2.8072	13.3791
Si	8.0026	0.0446	13.2912
Si	5.3101	8.2401	13.085
Si	8.1726	5.4722	13.7167
Si	1.3685	3.8543	14.9444
Si	3.8214	1.837	14.8002
Si	1.6535	9.1815	14.8089
Si	3.9156	7.1009	14.4986
Si	7.0029	3.7367	14.8384
Si	9.0955	1.4014	14.8091
Si	6.7579	9.3743	14.474
Si	9.153	7.2896	15.0531
Si	1.7401	1.6315	18.25
Si	-6.604	14.5623	19.7102
Si	0.3002	10.8048	23.6895
Si	5.8308	5.7929	16.6365
Si	2.1373	6.0314	19.4955
Si	7.1208	2.5594	21.6725
Si	-1.0486	1.5159	21.8088
Si	0.2351	-0.2652	19.8282
Si	-2.6892	18.4656	17.819
Si	10.8106	-0.1573	16.8805
Si	4.408	7.3343	18.5434
Si	9.5468	8.3251	23.4246
Si	8.525	6.7153	20.8886
Si	-5.3291	6.0219	20.991
Si	4.319	1.5522	24.6484
Si	-1.5476	14.7558	20.1656
Si	-4.8117	-1.1658	17.4131
Si	2.9218	-4.1017	22.215
Si	4.708	12.3315	17.7142
Si	4.2602	1.3746	21.5461
Si	2.4123	9.7798	21.6385
Si	6.5504	3.6896	24.4795
Si	1.1546	6.9895	24.5009
Si	0.4273	15.1655	17.912
O	0.6385	-0.0776	-1.3257
O	-15.8917	1.5828	-5.2879
O	3.0066	1.9632	-1.1199
O	1.4462	3.9367	-0.3944
O	0.2018	5.9841	-1.2465
O	-2.2459	7.9621	-1.8448
O	0.1516	7.7087	-3.0904
O	1.9332	8.0766	-1.1535
O	4.8939	0.1173	-1.4709
O	3.948	1.592	-3.4839
O	7.9513	3.3118	-1.3845
O	9.5727	1.4053	-0.4904
O	4.1395	6.7537	-0.5394
O	5.989	5.1122	-1.5516
O	6.8479	9.4851	-0.6631
O	1.1176	1.0626	19.6056
O	4.4096	6.1363	22.1307
O	3.1606	4.7938	19.4403
O	0.5169	4.392	16.2781
O	0.8123	9.5934	16.1483
O	-1.4582	16.2417	20.8152
O	2.8457	8.1211	15.2589
O	4.7518	12.4557	16.1118
O	0.8318	5.6813	18.626
O	8.0464	2.5591	15.3522
O	9.5254	0.3621	16.0324
O	-1.4772	7.3613	16.714
O	6.026	9.9422	15.8148
O	1.5845	3.2172	18.281
O	7.8952	8.3149	14.9532
O	7.5041	9.0691	17.8136
O	5.7604	0.2741	18.1163
O	0.8575	1.1588	16.9837
O	-1.8879	-3.076	21.9946
O	1.2687	9.5441	20.4841
O	2.8271	18.2353	18.8483
O	-0.3939	21.0517	18.3862
O	-0.9243	0.1957	20.8493
O	1.8793	6.2963	21.0618
O	6.2457	4.3045	16.1872
O	-7.6701	11.8887	18.1175
O	4.9353	13.7592	18.4536
O	4.8789	8.6738	17.7954
O	-2.2997	-3.5652	19.3703
O	5.4789	-8.2727	24.9907
O	-3.7748	-15.2605	17.3107
O	3.5914	13.4461	20.6757
O	2.2978	6.2768	23.6135
O	9.8664	3.8874	18.6008
O	9.8322	9.9159	23.4318
O	2.6333	2.8632	15.3386
O	7.0618	-4.5911	21.4359
O	5.2527	7.187	19.9052
O	13.9713	8.3801	22.0503
O	7.8146	3.2897	20.3711
O	5.4772	4.5099	20.4072
O	-0.0857	1.3798	23.0949
O	1.6467	-0.5447	22.9435
O	3.5992	-0.067	21.1693
O	-0.613	2.8678	21.0202
O	-4.1792	3.6125	22.8643
O	5.2022	-4.3076	15.3741
O	-2.5915	1.6148	22.2797
O	4.6575	5.9474	17.718

Results
free energy: -113255.853 eV
free energy less fixed offsets of O -570.45, Si -639.56 eV per atom: 0.147 eV

Forces (eV/angstrom), in the order of the atoms: element, x, y, z
Si	-0.0019	0.006	-0.0028
Si	-0.0022	-0.0076	-0.0089
Si	-0.0031	0.0023	-0.01
Si	0.0036	-0.002	-0.0089
Si	0.0053	-0.0007	-0.009
Si	-0.0009	-0.0057	-0.0075
Si	0.0024	0.0034	-0.0006
Si	0.0033	0.0054	-0.0045
Si	-0.0039	-0.0013	-0.0023
Si	-0.0022	0.0068	-0.0008
Si	0.0013	-0.0027	-0.0075
Si	0.0007	0.0029	0.0017
Si	0.0018	-0.0016	0.0018
Si	0.0029	-0.0044	0.0024
Si	-0.001	-0.0024	0.0005
Si	-0.0016	-0.0023	0.0009
Si	-0.0009	-0.0016	-0.002
Si	-0.001	-0.002	-0.002
Si	-0.0035	0.0008	-0.0007
Si	0.0043	0.0012	-0.0061
Si	0.0022	-0.0031	-0.0043
Si	0.0002	0.0027	-0.0077
Si	-0.0004	-0.0022	-0.0035
Si	0.0005	0.0046	-0.0021
Si	-0.0031	0.001	0.0016
Si	0.0008	-0.0009	0.0036
Si	0.0025	-0.0012	0.0022
Si	-0.0003	0.0012	0.0014
Si	0.0003	-0.001	0.0014
Si	-0.0002	-0.0023	0.0021
Si	0.0035	-0.0024	0.0017
Si	-0.0008	-0.0036	0.0013
Si	-0.0021	0.0001	0.0005
Si	0.0003	0	0.0016
Si	-0.0023	0.0019	0.0046
Si	-0.0001	0.0003	0.0014
Si	-0.0004	0.0017	0.0009
Si	0.0007	0.0002	0.0018
Si	0.0047	0.0023	0.0019
Si	-0.0008	0.0004	0.0008
Si	-0.0006	-0.0013	-0.0005
Si	-0.001	-0.0019	-0.0008
Si	0.0001	-0.0011	0.0009
Si	0.0006	-0.0013	-0.0012
Si	0.0017	-0.0012	-0.0022
Si	0.0001	0.0006	0.0001
Si	0.0017	-0.0015	-0.0025
Si	0.0009	-0.0009	-0.0025
Si	-0.0029	0.0001	0.0032
Si	0.0003	0.0007	0.0008
Si	-0.001	-0.0003	0.0015
Si	-0.0003	0.0023	0.0012
Si	0.0019	0.001	0.002
Si	-0.0002	0.0004	-0.0006
Si	0.001	0.0009	-0.0028
Si	0.0018	-0.0025	0.0007
Si	0.0027	-0.0058	-0.0009
Si	-0.0011	-0.0023	-0.0037
Si	-0.0033	-0.0013	-0.0018
Si	0	-0.0025	-0.0024
Si	-0.0006	0.0021	-0.0021
Si	0.0019	0.0022	-0.0024
Si	0.0031	-0.0028	-0.0052
Si	0.0006	-0.0001	-0.0009
Si	-0.0006	-0.0007	-0.0015
Si	-0.0032	0.0036	-0.0009
Si	-0.0055	0.0016	-0.0019
Si	-0.0005	0.0004	-0.0045
Si	-0.0009	0.0018	-0.0034
Si	0.0007	-0.0012	-0.0065
Si	0.0023	-0.0021	-0.0008
Si	0.004	-0.0008	-0.0049
Si	0.0025	-0.0009	0.0061
Si	0.0006	-0.0007	0.0045
Si	-0.0002	-0.0017	0.0054
Si	-0.0018	0.0011	0.0047
Si	0.0015	0.0019	0.003
Si	-0.0008	0.0028	0.0025
Si	0.006	-0.0043	0.0032
Si	0.0041	-0.0062	0.0052
Si	0.0018	-0.0023	0.0021
Si	-0.0017	-0.0038	-0.0046
Si	-0.0035	0.005	0.0055
Si	0.0006	-0.0059	-0.0002
Si	-0.0036	-0.001	0.0025
Si	-0.0023	0	0.0035
Si	0.0001	0.0043	0.0058
Si	-0.0016	0	0.0029
Si	0.0004	0.0038	-0.0064
Si	0.0033	0.0101	0.001
Si	0.0033	-0.0001	0.004
Si	0.0024	0.0078	-0.0083
Si	0.0008	-0.0075	-0.0034
Si	0.0014	-0.0028	-0.0048
Si	-0.0037	0.001	-0.0115
Si	-0.0003	0.0017	-0.0033
Si	-0.0021	0.0031	0.0012
Si	0.0031	-0.0026	0.0016
Si	-0.003	0.002	-0.0042
Si	0.0043	-0.0012	0.0065
Si	0.0021	0.0019	0.0013
Si	0.0015	-0.0002	-0.0008
Si	-0.0015	-0.0057	0.0004
Si	0.0009	0.002	-0.0019
Si	0.0003	0.0019	0.0028
Si	-0.0003	0.0042	0.0036
Si	0.0018	0.0034	-0.0008
Si	0.0019	0.0001	0.0027
Si	-0.0042	-0.002	-0.001
Si	-0.0031	-0.0005	-0.0034
Si	0.001	-0.0013	0.0017
Si	0.0012	0.0013	-0.001
Si	-0.0014	0.0009	0.0031
Si	-0.0015	0.0058	-0.0033
Si	-0.0048	-0.002	-0.0114
Si	-0.0007	0.0001	-0.0069
Si	0.0004	0.0023	-0.0024
Si	0.0013	0.0044	0.0093
Si	-0.0021	-0.0066	-0.0024
Si	0.0023	-0.0007	-0.0027
O	0.0003	-0.0047	0.0118
O	0.0007	-0.0032	0.0032
O	0.0005	0.0025	0.0077
O	0.0066	0.0031	0.0069
O	0.0002	0.0033	0.0052
O	-0.0009	-0.0007	0.0076
O	0.0026	0.0038	0.0022
O	0.0027	0.0015	0.0118
O	0.0002	-0.0023	0.0053
O	-0.0053	-0.0021	0.0044
O	0.0033	-0.0014	0.0076
O	0.0084	0.0046	-0.0056
O	-0.0048	-0.0057	0.0029
O	0.0018	0.0019	0.0024
O	-0.0021	-0.0035	-0.0036
O	0.0018	0.0039	-0.0046
O	-0.0018	-0.0007	-0.0009
O	-0.003	0.0043	0.0014
O	0.0029	-0.0046	-0.0086
O	-0.0041	0.0033	-0.0089
O	0	-0.0012	0.0004
O	0.0005	-0.0122	0.0071
O	-0.0027	-0.0028	-0.0113
O	-0.0016	0.0022	-0.0038
O	0.0031	-0.001	0.0026
O	-0.0053	0.0037	0.0025
O	-0.0018	-0.0039	-0.0009
O	-0.0009	-0.0008	0.0016
O	-0.002	0.0055	0.004
O	-0.0004	-0.0005	0.0061
O	0.0004	0	-0.0013
O	-0.0018	0.0011	0.0007
O	0.0013	-0.0006	-0.0041
O	0.0001	-0.0009	-0.0004
O	-0.0009	-0.0008	0.0011
O	0.0011	0.0008	-0.0054
O	0.0003	-0.0027	-0.0073
O	-0.0042	0.0015	0.0009
O	-0.0036	-0.0002	-0.0008
O	-0.0018	0.0004	-0.0039
O	0.0003	-0.0012	-0.0031
O	0.0007	0.0029	-0.0023
O	0.0005	-0.0027	-0.0022
O	-0.0016	0.001	-0.0049
O	-0.0018	-0.0018	0.0057
O	-0.0046	-0.0033	-0.0049
O	-0.0026	0.0027	-0.0002
O	0.0001	-0.0032	0.0044
O	0.0005	0.0017	-0.0051
O	-0.0035	0.0012	0.0003
O	0.0007	0.0017	0.0089
O	0.0056	0.0021	0.0023
O	-0.0017	0.0029	-0.0048
O	0.0022	0.0058	-0.0006
O	-0.0013	-0.0009	-0.0057
O	-0.0006	-0.0027	-0.0038
O	0.0041	0.0044	0.0001
O	0.0032	-0.001	0.003
O	0.0006	0.0033	0.0005
O	0.0019	0.0062	-0.0015
O	0.0032	0.0027	0.0026
O	-0.003	0.0068	-0.0064
O	-0.0021	0.0021	0.0022
O	-0.0029	-0.0035	-0.0028

The program warned: the cutoff lies below the one the program advises for these potential files; the forces do not sum to zero within the program's tolerance; empty levels may hold ghost states of the PAW files; the exchange-correlation potential is rough where the density is thin.
